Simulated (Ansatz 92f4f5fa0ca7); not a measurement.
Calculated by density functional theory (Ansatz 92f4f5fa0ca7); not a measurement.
Periodic cell of 226 atoms, Si133O92B1, from a study of silicon, its oxide and their interface. The atomic structure is a simulated model.
Doubt: the cutoff is far below the 930 eV that the study's wrapper takes by default for these files, so forces and energies are approximate.
This geometry differs little from another in the collection (a relaxation step or a small displacement).

Settings: functional PBE; potential files Ansatz PAW; basis plane waves; wave-function cutoff 580 eV; density cutoff ratio 5; exchange-correlation grid ratio 1; k mesh 1 x 1 x 1, Gamma-centred; self-consistency stop 5e-08 eV per atom in the density residual; occupations fixed; spin none; net charge -1 e, with a uniform compensating background and no finite-size correction.

Cell vectors (angstrom)
a 10.938 0 0
b 0 10.938 0
c 0 0 31.9494

Atoms: element, x, y, z (angstrom)
Si 10.623 0.0006 24.4336
Si 5.0752 0.127 24.6819
Si 2.8177 2.2936 24.5471
Si 8.5642 2.4337 24.58
Si 10.7034 5.5863 24.3532
Si 5.1536 5.6135 24.4665
Si 2.9835 7.9511 24.4226
Si 8.413 7.8301 24.4319
Si 1.2889 1.1306 25.8573
Si 6.8131 1.327 25.7682
Si 3.9816 4.0103 25.7508
Si 9.6827 4.02 25.8694
Si 1.3347 6.7924 25.6904
Si 6.8005 6.7214 25.769
Si 3.9994 9.4663 25.9717
Si 9.4804 9.4388 25.818
Si 2.6326 -0.1349 27.3109
Si 8.1416 -0.0717 27.1741
Si 0.0742 2.6524 27.2337
Si 5.4455 2.7221 27.14
Si 2.6652 5.4146 27.134
Si 8.1877 5.3676 27.1561
Si 0.0072 8.1513 27.1554
Si 5.509 8.1408 27.2042
Si 4.0803 1.3258 28.5275
Si 9.5474 1.3133 28.5378
Si 1.3872 4.0623 28.5917
Si 6.8053 4.0622 28.5536
Si 4.0814 6.775 28.5154
Si 9.5548 6.7771 28.5077
Si 1.2895 9.4787 28.6553
Si 6.8238 9.5298 28.5951
Si -0.0367 -0.0224 29.97
Si 5.4517 -0.0137 29.9269
Si 2.763 2.7117 29.9391
Si 8.1834 2.6997 29.9049
Si -0.0197 5.4359 29.9161
Si 5.4569 5.4523 29.9246
Si 2.738 8.1447 29.9361
Si 8.2215 8.1637 29.92
Si 1.3681 1.3713 31.3117
Si 6.8234 1.3641 31.2958
Si 4.1182 4.0811 31.3077
Si 9.5453 4.0805 31.2829
Si 1.356 6.8073 31.2947
Si 6.8281 6.8384 31.3027
Si 4.0876 9.5603 31.2946
Si 9.5492 9.5439 31.3205
Si 2.7653 0.0219 0.7332
Si 8.2021 0.0123 0.7101
Si -0.0168 2.7464 0.7297
Si 5.4866 2.7479 0.745
Si 2.7399 5.4636 0.7018
Si 8.2007 5.4636 0.7192
Si 0.0215 8.2097 0.7301
Si 5.4855 8.2498 0.7371
Si 4.1545 1.3706 2.1372
Si 9.5492 1.3813 2.1015
Si 1.3587 4.1391 2.077
Si 6.8646 4.1032 2.1198
Si 4.0961 6.8599 2.0575
Si 9.5764 6.8445 2.082
Si 1.3774 9.6219 2.089
Si 6.8212 9.6774 2.1171
Si 0.0148 0.0472 3.4815
Si 5.6458 0.2015 3.6112
Si 2.73 2.772 3.4136
Si 8.099 2.622 3.5156
Si 0.0072 5.4976 3.4827
Si 5.4728 5.5206 3.4298
Si 2.7675 8.2694 3.4212
Si 8.2439 8.3039 3.3885
Si 1.3765 1.4617 4.8481
B 6.9243 1.4698 4.7139
Si 4.1162 4.1064 4.769
Si 9.5619 4.034 4.7644
Si 1.3646 6.9718 4.8295
Si 6.8446 6.989 4.721
Si 4.1552 9.6315 4.7918
Si 9.5637 9.6399 4.8506
Si 2.7628 0.0484 6.144
Si 8.1432 0.2757 5.9347
Si 0.0099 2.806 6.3021
Si 5.6823 2.6882 5.8948
Si 2.7615 5.5716 6.112
Si 8.2564 5.5856 5.9393
Si 0.0184 8.3209 6.3384
Si 5.5211 8.3041 6.2195
Si 4.4776 1.2045 7.2613
Si 9.7426 1.146 7.5399
Si 1.1751 4.5137 7.4903
Si 6.6302 4.4726 7.164
Si 4.3309 6.6883 7.4935
Si 9.7227 6.618 7.4733
Si 1.2468 9.9431 7.6645
Si 6.7373 10.01 7.352
O 9.5798 1.2377 23.9885
O 4.1011 6.8018 23.9509
O 4.0103 1.2411 24.0441
O 9.5328 6.7 23.9032
O -0.0244 5.5642 8.0027
O 5.5517 0.1056 7.9176
O -0.0002 0.0683 8.0731
O 5.4936 5.5279 7.7919
O 7.5672 3.9616 8.4154
O 8.7253 7.0605 8.7422
O 2.1434 9.443 9.0172
O 8.871 1.673 8.8881
O 7.6835 9.5205 8.6319
O 3.6932 1.9359 8.511
O 3.6128 7.2239 8.9189
O 2.0618 4.0512 8.8234
O 8.1348 3.4791 23.3628
O 0.4439 4.9281 22.9629
O 1.9055 2.7375 23.2442
O 5.8267 4.9075 23.1261
O 5.5239 10.0068 23.5021
O 2.4397 8.6841 23.0292
O 0.1863 10.0707 23.0893
O 7.7798 8.5727 23.0825
Si 8.6584 7.7023 18.4392
Si 8.7924 6.3551 13.613
Si 3.7983 1.5466 14.7033
Si 2.137 5.7446 17.6212
Si 2.4143 3.1434 19.4974
Si 9.8165 9.0281 12.0544
Si 1.3279 9.4179 22.0888
Si 9.1789 0.9663 13.1833
Si 1.4227 5.0469 13.0061
Si 1.7962 8.2444 12.7861
Si 6.6507 9.5582 22.4359
Si 4.5278 4.6073 15.6885
Si 8.1981 3.0151 9.5444
Si 0.8421 8.2463 19.2637
Si 6.9528 1.35 21.0903
Si 8.2369 8.353 9.6178
Si 10.896 5.1975 15.5904
Si 7.5723 9.4987 16.3027
Si 9.9324 2.059 20.2953
Si 3.2046 8.507 9.8755
Si 6.6931 3.3579 17.4041
Si 1.1666 0.207 19.808
Si 3.2542 2.8172 12.2578
Si 7.2146 5.3999 19.6903
Si 5.7452 8.6919 11.5095
Si 5.8004 6.0904 13.1902
Si 4.6387 9.7121 17.6113
Si 1.0199 3.5964 22.1859
Si 4.8994 1.4878 18.7995
Si 3.225 3.1303 9.4803
Si 6.4555 10.8235 13.7749
Si 10.3562 0.1189 15.9554
Si 5.6793 3.6758 11.1487
Si 9.8335 3.8945 11.8744
Si 2.3497 9.9251 15.5174
Si 6.0768 8.1335 19.8001
Si 6.9307 3.9709 22.3856
Si 9.7562 2.7772 17.3596
O 7.2067 6.386 13.9788
O 1.8807 7.0572 18.6717
O 10.2945 4.0297 16.5122
O 6.1737 9.9639 17.0461
O 10.1577 0.7153 14.4576
O 8.4448 6.1221 18.8639
O 5.1785 0.6917 14.4239
O 5.7168 2.0649 17.5209
O 8.3464 1.9429 20.5399
O 1.9963 4.2981 18.4035
O 6.9704 2.8099 10.6342
O 4.8916 2.7253 12.2206
O 6.028 4.3972 16.336
O 4.5643 3.9807 9.9673
O 10.6903 2.7732 21.5524
O 9.733 6.1552 14.9501
O 6.0074 6.4969 19.8402
O 4.0859 0.1766 18.2692
O 9.2594 10.5474 12.2757
O 2.8534 4.3542 12.6807
O 1.9102 10.6982 21.2135
O 3.9929 2.7218 19.3872
O 0.7379 10.0458 15.9485
O 1.2777 9.8035 18.8361
O 1.7142 1.6621 19.2772
O 8.9473 10.3848 16.4776
O 4.8777 8.5916 18.7838
O 9.5768 8.7679 10.4656
O 6.7413 4.1002 18.8505
O 2.8534 1.7235 13.3729
O 5.8295 8.7819 21.2634
O 2.5884 2.4366 10.8286
O 7.6081 4.8497 21.1759
O 5.2368 7.4952 12.536
O 0.4326 9.0627 12.4871
O 7.5904 1.0592 13.5784
O 7.1054 9.6328 14.7342
O 8.9762 5.0241 12.6833
O 8.0935 8.0384 16.9093
O 6.2122 2.5753 21.8928
O 2.4598 9.0609 14.0886
O 0.4186 4.4836 11.8511
O 0.8142 8.3165 20.9344
O 9.3806 3.8227 10.3235
O 9.6582 2.3845 12.5175
O 7.6221 8.5704 19.3893
O 2.546 8.1456 11.3396
O 3.9806 3.0646 15.3548
O 0.8477 4.4829 14.4279
O 10.0562 2.9973 18.9518
O 9.1489 7.7973 12.9218
O 10.513 0.537 20.0743
O 6.0622 5.0527 11.942
O 8.1536 2.7539 17.0151
O 3.5333 5.4779 16.7183
O 4.6368 9.1543 10.3851
O 1.5296 6.6685 13.1714
O 4.7653 5.5101 14.3341
O 2.0412 3.8552 20.9245
O 10.5453 1.4064 16.9457
O 0.9452 6.0637 16.5497
O 7.3414 10.9499 21.9293
O 5.9337 0.912 19.9121
O 6.0695 10.043 12.3898
O 2.8482 0.5498 15.5699
O 7.0483 8.0697 10.7214
O 10.2448 8.0184 18.6867
O 3.4539 9.2076 16.5595

Results
free energy: -137022.837 eV
free energy less fixed offsets of B -154.04, O -568.88, Si -635.61 eV per atom: 4.293 eV

Forces (eV/angstrom), in the order of the atoms: element, x, y, z
Si -0.0018 0.0054 0.0201
Si -0.0045 0.0042 0.0172
Si 0.004 -0.0038 0.0192
Si 0.0048 -0.0043 0.0154
Si -0.0049 0.0042 0.0171
Si -0.005 0.0032 0.0195
Si 0.0035 -0.0055 0.0175
Si 0.0028 -0.005 0.0227
Si 0.0038 0.0004 0.0002
Si -0.0001 -0.0006 -0.0023
Si 0.001 0.0012 -0.004
Si 0.0013 -0.0005 0.0004
Si -0.0001 0.0005 -0.0039
Si 0.0004 0.001 -0.0024
Si -0.0003 0.0042 0.0019
Si -0.0005 0.0003 -0.004
Si -0.0033 -0.0035 0.0013
Si -0.0018 -0.0031 -0.0017
Si 0.0009 -0.0002 -0.0001
Si 0.0001 0.0012 -0.0028
Si -0.0013 -0.0035 -0.0024
Si -0.0019 -0.0009 -0.0028
Si -0.0016 0.0008 -0.0019
Si -0.0001 -0.0009 -0.0006
Si -0.0051 -0.0065 0.0015
Si 0.0019 0.0052 0.0032
Si -0.0089 0 -0.007
Si 0.0013 0.0009 -0.0011
Si 0.0031 0.0075 0.005
Si -0.0042 0.0009 0.0053
Si 0.0088 0.0092 -0.0174
Si -0.0053 0.0004 -0.0067
Si -0.002 0.0036 0.0028
Si 0.0001 0.0032 0.0009
Si 0.0037 -0.0061 0.0001
Si 0.0026 -0.0031 0.0009
Si 0.0013 0.0017 0.0005
Si -0.0018 0.0005 -0.0014
Si 0.0057 -0.0068 0.0026
Si 0.007 -0.0053 -0.0013
Si -0.0025 0.0004 0.0029
Si -0.0013 0.0005 -0.0012
Si 0.0026 0.002 0.001
Si -0.0004 -0.0025 0.0018
Si -0.0012 0.0013 -0.0002
Si -0.0042 0 0.0031
Si -0.0017 -0.0014 0.001
Si -0.0014 0.0001 0.0015
Si 0.0011 0.0003 -0.0009
Si 0.0018 0.0003 -0.0021
Si 0.003 0.0011 -0.0007
Si -0.0021 -0.0001 -0.0016
Si -0.001 -0.0021 -0.0002
Si 0.0048 0.0022 -0.0013
Si 0.0012 -0.0012 0.0009
Si 0.0035 -0.0018 -0.0001
Si 0.0031 -0.0013 0.001
Si 0.0055 0.0044 -0.0043
Si -0.0074 0.0024 0.0008
Si -0.0078 -0.0009 -0.0011
Si -0.0018 0.0041 -0.0039
Si 0.0054 -0.0013 0.0024
Si -0.0046 0.0003 -0.0018
Si -0.0148 -0.0037 -0.0045
Si 0.0016 0.0013 -0.008
Si 0.025 0.0148 0.0032
Si -0.007 0.0043 -0.0047
Si 0.0641 0.0431 -0.053
Si 0.003 -0.0055 -0.0187
Si 0.0066 0.005 -0.0073
Si 0.0017 -0.0084 0.0015
Si -0.0075 -0.0124 0.0066
Si 0.0097 -0.0019 0.0024
B -0.151 0.0074 0.1048
Si -0.0078 -0.0124 0.0023
Si -0.0107 -0.0072 -0.0061
Si 0.0026 0.0129 0.0039
Si 0.0173 -0.0027 -0.0026
Si -0.0008 0.0107 0
Si 0.0011 -0.0018 0.0145
Si -0.0053 -0.0028 0.0082
Si 0.0184 -0.0055 -0.0154
Si -0.0046 -0.0047 -0.0023
Si 0.0795 -0.0293 -0.0331
Si -0.0125 -0.0009 -0.0154
Si -0.0113 0.0102 0.0092
Si -0.0019 -0.0059 0.0062
Si 0.0016 0.0049 -0.0094
Si -0.0264 -0.0126 0.0049
Si 0.0103 0.0004 -0.0208
Si -0.0053 0.0076 0.0077
Si -0.0003 -0.0005 -0.0294
Si 0.0477 -0.0379 0.0435
Si 0.0007 0.0028 -0.03
Si -0.0012 0.0055 -0.033
Si -0.012 -0.0099 0.005
O -0.0017 -0.0006 -0.0069
O 0.0009 -0.0016 -0.007
O 0.0012 -0.0004 -0.0078
O 0.0015 -0.0014 -0.0076
O 0.0146 -0.0034 0.0027
O 0.0048 0.0156 0.002
O 0.01 -0.0053 0.0227
O -0.0408 0.0155 -0.0215
O 0.0095 -0.0084 0.0243
O -0.0082 0.0091 0.0198
O 0.0123 -0.0122 0.0205
O -0.0121 0.0111 0.0184
O 0.0033 0 0.0115
O -0.0093 0.0318 0.027
O -0.0073 0.0093 0.0073
O 0.0119 -0.0103 0.0146
O -0.0067 0.0054 -0.0132
O 0.0064 -0.0091 -0.015
O -0.0091 0.0058 -0.0163
O 0.0092 -0.0087 -0.0161
O 0.005 -0.005 -0.0127
O -0.008 0.0077 -0.0158
O 0.009 -0.0093 -0.0185
O -0.0084 0.009 -0.0154
Si -0.0003 0.0001 0.0033
Si -0.0015 0.0003 -0.0063
Si 0.0001 0.0002 -0.0057
Si -0.001 -0.0006 0.0025
Si -0.0023 0.0009 0.0093
Si -0.0016 -0.0012 -0.0145
Si -0.0009 -0.0003 0.0227
Si -0.0003 0.0011 -0.0074
Si 0.0019 -0.0011 -0.0071
Si 0.0036 -0.0002 -0.0145
Si 0.0032 -0.0032 0.0181
Si 0.0004 0.0015 -0.0045
Si -0.0029 -0.0048 -0.0264
Si 0.0003 0.0022 0.0104
Si 0.0009 -0.0001 0.0106
Si -0.001 -0.0096 -0.0245
Si 0.0002 0.0002 -0.0039
Si -0.0006 -0.0006 -0.0021
Si 0.0003 0.0009 0.0106
Si -0.0066 0.0053 -0.0256
Si -0.0003 0.0009 0.0031
Si 0.0007 -0.0014 0.0082
Si 0.0017 -0.0006 -0.0145
Si 0.001 -0.0017 0.01
Si 0.0003 -0.0021 -0.015
Si 0 -0.0002 -0.011
Si -0.0001 -0.0007 0.0031
Si 0.0008 0.0037 0.022
Si 0.0015 -0.0001 0.0061
Si 0.0033 -0.0245 -0.0402
Si -0.0008 -0.0017 -0.009
Si -0.0002 0.0008 -0.003
Si 0.0019 -0.0013 -0.0139
Si -0.0035 -0.0005 -0.0148
Si 0.0004 -0.0016 -0.0046
Si -0.0007 0.0019 0.0099
Si -0.0023 0.0028 0.019
Si 0.0009 0.0004 0.0042
O 0.0017 0.0001 0.0028
O 0.0012 -0.0022 -0.0025
O -0.0005 -0.0004 0.0004
O 0.0002 0 -0.0005
O 0.0018 -0.0011 0.0046
O 0.0007 0.001 -0.0022
O -0.0015 0.0009 0.0026
O 0.0007 0.0005 -0.002
O 0.0021 0.0003 -0.0036
O 0.0002 0.0027 -0.0035
O -0.0047 0.0002 0.0085
O -0.0028 -0.0012 0.0066
O 0.0005 -0.0004 0.0001
O 0.0047 0.0016 0.0081
O -0.0037 -0.0036 -0.0081
O 0.0022 -0.001 0.0032
O 0.0001 0.0002 -0.0025
O 0 -0.0007 -0.0018
O -0.0002 0.004 0.0043
O -0.0022 0.0019 0.0029
O -0.0002 0.0039 -0.0085
O 0.0011 -0.0008 -0.0021
O -0.0002 0.0002 0.0006
O 0 -0.0007 -0.0037
O 0.0007 0.0004 -0.0022
O -0.0001 -0.0002 0.0005
O -0.0013 0.001 -0.0036
O 0.0061 0.0038 0.0136
O -0.0005 -0.0016 -0.004
O 0.0001 -0.0022 0.0056
O -0.0022 -0.0041 -0.011
O 0.0017 0.0004 0.0081
O 0.0015 0.0042 -0.0106
O 0 -0.0036 0.0057
O 0.0008 -0.0002 0.0032
O -0.0006 -0.0004 0.002
O 0.0012 -0.0012 0.0043
O -0.0001 0.0035 0.0047
O -0.0004 0.0006 -0.0014
O -0.0002 -0.0041 -0.006
O 0.0003 0.0032 0.0062
O 0.0019 0.0014 0.0038
O -0.0014 -0.003 -0.011
O 0.0066 0.0038 0.013
O 0.0001 -0.0038 0.0043
O 0.0022 -0.0005 -0.0028
O -0.0056 -0.0012 0.0163
O 0.0003 0.0012 0.0019
O -0.0015 -0.0002 0.0043
O -0.0004 0.0014 -0.006
O 0 -0.0034 0.004
O 0.0007 -0.0007 -0.0028
O -0.0002 0.0045 0.008
O -0.0002 0 -0.0012
O -0.0003 0.0003 0.0003
O 0.0042 0.0002 0.0073
O -0.0014 -0.0018 0.0023
O -0.0016 -0.0022 0.0055
O 0.004 -0.0015 -0.0107
O 0 -0.0003 -0.0007
O 0.0002 0 0.0004
O 0.0004 0.0048 -0.0058
O -0.0042 -0.0001 -0.0061
O 0.0012 0.0059 0.0083
O -0.0008 -0.0013 0.0011
O -0.0064 0.0017 0.011
O -0.0016 -0.0005 -0.0021
O 0.0003 0.0003 -0.0002

The program warned: the cutoff lies below the one the program advises for these potential files; the exchange-correlation potential is rough where the density is thin.
